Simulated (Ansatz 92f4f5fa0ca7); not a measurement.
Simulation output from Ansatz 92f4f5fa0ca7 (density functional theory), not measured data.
Periodic cell of 259 atoms, Si165O94, from a study of silicon, its oxide and their interface. The atomic structure is a simulated model.
Doubt: the cutoff is far below the 930 eV that the study's wrapper takes by default for these files, so forces and energies are approximate.
This geometry differs little from another in the collection (a relaxation step or a small displacement).

Settings
functional: PBE
potential files: Ansatz PAW
basis: plane waves
wave-function cutoff: 580 eV
density cutoff ratio: 5
exchange-correlation grid ratio: 1
k mesh: 1 x 1 x 1, Gamma-centred
self-consistency stop: 5e-08 eV per atom in the density residual
occupations: fixed
spin: none
net charge: 0

Cell vectors (angstrom)
a, 10.938, 0, 0
b, 0, 10.938, 0
c, 0, 0, 38.2036

Atoms: element, x, y, z (angstrom)
Si, 0, 0, 0.683
Si, 5.469, 0, 0.683
Si, 2.7345, 2.7345, 0.683
Si, 8.2035, 2.7345, 0.683
Si, 0, 5.469, 0.683
Si, 5.469, 5.469, 0.683
Si, 2.7345, 8.2035, 0.683
Si, 8.2035, 8.2035, 0.683
Si, 1.3673, 1.3673, 2.0503
Si, 6.8362, 1.3673, 2.0503
Si, 4.1018, 4.1018, 2.0503
Si, 9.5708, 4.1018, 2.0503
Si, 1.3673, 6.8362, 2.0503
Si, 6.8362, 6.8362, 2.0503
Si, 4.1018, 9.5708, 2.0503
Si, 9.5708, 9.5708, 2.0503
Si, 2.7345, 0, 36.1521
Si, 8.2035, 0, 36.1521
Si, 0, 2.7345, 36.1521
Si, 5.469, 2.7345, 36.1521
Si, 2.7345, 5.469, 36.1521
Si, 8.2035, 5.469, 36.1521
Si, 0, 8.2035, 36.1521
Si, 5.469, 8.2035, 36.1521
Si, 4.1018, 1.3673, 37.5193
Si, 9.5708, 1.3673, 37.5193
Si, 1.3673, 4.1018, 37.5193
Si, 6.8362, 4.1018, 37.5193
Si, 4.1018, 6.8362, 37.5193
Si, 9.5708, 6.8362, 37.5193
Si, 1.3673, 9.5708, 37.5193
Si, 6.8362, 9.5708, 37.5193
Si, 1.6892, 1.6038, 29.5553
Si, 5.2552, 0.2526, 27.8761
Si, 3.2604, 2.7084, 28.1075
Si, 9.2294, 2.4572, 27.4401
Si, -0.0251, 5.8365, 28.0787
Si, 6.6814, 6.8623, 27.0806
Si, 2.3436, 8.8343, 28.0545
Si, 9.1765, 8.461, 27.5012
Si, 0.2925, 0.211, 28.3503
Si, 6.8616, 1.2708, 29.2302
Si, 4.4443, 4.3553, 29.43
Si, 9.7555, 4.0958, 29.1373
Si, 1.4775, 7.0252, 29.3726
Si, 6.2187, 6.1135, 29.2737
Si, 4.126, 9.6631, 29.3009
Si, 9.7452, 9.6892, 29.4328
Si, 2.8469, 0.0165, 30.823
Si, 8.1881, -0.0328, 30.6741
Si, 0.0662, 2.8258, 30.7155
Si, 5.5673, 2.6993, 30.705
Si, 2.7967, 5.524, 30.6882
Si, 8.1463, 5.3109, 30.4923
Si, 0.0298, 8.2121, 30.7816
Si, 5.4312, 8.0699, 30.5319
Si, 4.1966, 1.3829, 32.1295
Si, 9.5945, 1.3719, 32.0177
Si, 1.406, 4.1757, 32.0729
Si, 6.9146, 4.049, 32.0705
Si, 4.1073, 6.8722, 32.0832
Si, 9.4999, 6.7668, 31.9462
Si, 1.3995, 9.5829, 32.1263
Si, 6.811, 9.4731, 31.9579
Si, 0.0086, 0.024, 33.4241
Si, 5.5272, -0.0544, 33.4159
Si, 2.7673, 2.7635, 33.4257
Si, 8.2566, 2.7098, 33.4423
Si, -0.0252, 5.4965, 33.3955
Si, 5.512, 5.4655, 33.3885
Si, 2.7523, 8.212, 33.4702
Si, 8.1998, 8.1659, 33.3638
Si, 1.3817, 1.3893, 34.7839
Si, 6.8593, 1.3514, 34.7855
Si, 4.1286, 4.1274, 34.7832
Si, 9.5919, 4.1084, 34.7913
Si, 1.3533, 6.8419, 34.7884
Si, 6.8437, 6.8371, 34.7769
Si, 4.1199, 9.583, 34.8041
Si, 9.5644, 9.5625, 34.7571
Si, 2.7271, -0.0077, 3.419
Si, 8.2071, 0.0196, 3.4232
Si, -0.016, 2.7224, 3.4252
Si, 5.4718, 2.7273, 3.4125
Si, 2.7118, 5.4683, 3.4161
Si, 8.1951, 5.4533, 3.4011
Si, -0.0075, 8.1914, 3.4138
Si, 5.457, 8.2097, 3.4024
Si, 4.1086, 1.3547, 4.7757
Si, 9.5622, 1.374, 4.8345
Si, 1.3326, 4.0992, 4.7851
Si, 6.834, 4.0982, 4.7746
Si, 4.0657, 6.8654, 4.7588
Si, 9.5613, 6.8037, 4.7631
Si, 1.3303, 9.5789, 4.7803
Si, 6.805, 9.6012, 4.7531
Si, -0.0511, -0.0602, 6.1955
Si, 5.4844, 0.0296, 6.1857
Si, 2.6977, 2.6968, 6.0978
Si, 8.2077, 2.7871, 6.1984
Si, -0.0294, 5.4576, 6.1863
Si, 5.4029, 5.4492, 6.0747
Si, 2.7204, 8.2532, 6.1418
Si, 8.1318, 8.1658, 6.0382
Si, 1.3691, 1.3394, 7.4987
Si, 6.8444, 1.4345, 7.5718
Si, 4.0461, 4.0795, 7.4372
Si, 11.0352, 2.7473, 8.869
Si, 1.3771, 6.8486, 7.4783
Si, 6.7248, 6.8647, 7.3923
Si, 4.0658, 9.6336, 7.5416
Si, 9.4292, 9.463, 7.4719
Si, 2.8792, 0.1979, 8.9312
Si, 8.075, -0.1135, 8.8651
Si, -0.5925, 1.3388, 10.5988
Si, 5.4402, 2.83, 8.8727
Si, 2.7366, 5.4707, 8.8151
Si, 6.4596, 4.455, 10.1618
Si, -0.0736, 8.1159, 8.8182
Si, 5.3574, 8.1674, 8.8172
Si, 3.9492, 1.7763, 10.3004
Si, 9.5303, 4.1503, 7.6428
Si, 1.6294, 3.9082, 10.1635
Si, 7.9834, 5.5479, 8.8425
Si, 4.21, 6.6472, 10.1717
Si, 8.7366, 6.9716, 10.5266
Si, 1.6198, 10.1881, 10.6149
Si, 6.772, 9.4019, 10.1901
O, 10.2978, 1.191, 27.3814
O, 14.2115, 5.7225, 26.7277
O, 2.7856, 2.867, 10.7485
O, -13.8356, -13.4333, 10.6084
O, 13.8136, -2.5863, 26.5829
O, 9.7504, 9.2198, 26.1632
O, 5.3476, 5.5419, 10.7807
O, 0.6356, 0.4284, 11.2648
O, 7.3657, 3.8054, 11.3785
O, 4.5459, 1.1753, 11.732
O, 8.6893, 6.521, 12.0835
O, 9.1955, 11.3102, 9.9788
O, 0.7678, 4.4665, 11.4573
O, 6.0234, 9.918, 11.5853
O, 9.6256, 2.2608, 11.7502
O, 2.5125, 9.2965, 11.7047
O, 4.2155, 1.4996, 27.5441
O, 7.5596, 8.236, 27.3143
O, 9.0402, 2.8639, 25.8584
O, -1.1194, 6.9538, 27.5592
O, 7.4637, 5.815, 26.0821
O, 11.5857, 16.0987, 26.7302
O, 29.6483, 23.8771, 28.0418
O, 5.7539, 10.6496, 26.3947
Si, 2.2992, 7.013, 19.3727
Si, 8.5258, -2.5583, 18.6343
Si, 4.4744, 3.9016, 15.6417
Si, 13.9951, 6.2438, 14.3656
Si, 5.8622, 0.423, 12.3583
Si, 5.765, 14.2832, 18.5124
Si, -5.841, 11.102, 22.1667
Si, 7.9698, 2.3108, 16.9635
Si, 10.9338, -9.073, 17.9437
Si, 8.0915, 13.5242, 12.1845
Si, 7.6669, 5.7336, 19.5737
Si, 0.385, -0.3885, 16.0945
Si, 9.8411, 0.7444, 22.7132
Si, 2.8619, 7.6767, 11.8828
Si, 8.1254, 2.6065, 24.5143
Si, 9.2782, 9.5954, 24.6526
Si, 18.6082, -0.9688, 21.0511
Si, 14.6983, 7.1257, 26.0166
Si, -1.8798, 6.356, 13.6523
Si, 3.9315, -5.1083, 21.395
Si, 7.3567, 4.0322, 14.7094
Si, -0.6125, 6.5252, 20.1343
Si, 7.8012, 5.5711, 24.4938
Si, 4.1616, -0.5143, 17.2668
Si, 4.0263, 2.8363, 21.0786
Si, 2.1964, 6.2003, 23.7659
Si, 2.1039, 4.6925, 26.1845
Si, 6.6166, 7.0812, 22.1017
Si, 8.8983, -1.9356, 15.4638
Si, 1.2399, 1.4935, 20.6982
Si, 2.305, 8.1859, 16.5038
Si, 11.8474, 5.5282, 12.6798
Si, 3.1122, 9.9207, 20.1655
Si, 2.308, 1.7601, 16.1746
Si, 6.4194, 0.0262, 24.9349
Si, 6.6113, -0.0151, 15.3704
Si, -0.7226, -4.0043, 23.3487
O, 5.7594, 11.2745, 13.9986
O, 7.6872, 1.1282, 15.8618
O, 10.5041, 5.5824, 13.6064
O, 2.4028, 2.6121, 20.9949
O, 17.7797, 2.1746, 18.1373
O, 7.8128, 5.547, 14.336
O, 12.3473, 0.655, 15.3077
O, 5.3219, 7.3661, 26.3218
O, 4.0602, 16.3957, 15.3612
O, 4.7259, 2.7364, 19.6047
O, 3.6139, 9.152, 16.3969
O, 9.4877, -2.5886, 23.6363
O, 13.3576, 7.2084, 17.78
O, 9.2374, -3.2236, 14.5323
O, 11.7375, -3.9301, 23.9141
O, 6.915, 1.5779, 24.8766
O, 3.4376, 7.0366, 24.4262
O, -1.9532, 2.0514, 23.227
O, 7.4456, -1.3636, 15.0045
O, 10.1819, -0.1114, 24.0731
O, 0.9159, -4.7204, 19.7029
O, 9.8917, 7.9446, 19.4315
O, 3.9801, 10.0865, 21.5375
O, 7.2048, 8.5697, 21.7841
O, 5.3412, -0.2405, 23.731
O, 13.4661, -4.9254, 22.2034
O, 3.2807, 0.8489, 17.1193
O, 2.1501, 5.0865, 13.6496
O, 4.4288, 4.305, 21.6676
O, 5.01, -3.9751, 21.8455
O, 11.1948, 2.0606, 19.5288
O, 0.2949, 1.2243, 22.0069
O, 2.3847, 8.4589, 20.1431
O, 5.7522, 3.6763, 14.6289
O, 17.5784, 4.6122, 19.0445
O, -1.5481, 5.7842, 24.1633
O, -2.0985, -2.2434, 17.0723
O, 10.2258, -4.3058, 21.7544
O, 1.9413, 0.1168, 20.1671
O, 7.3327, 5.9855, 21.1452
O, 4.1144, -0.8738, 18.8654
O, 17.3867, 0.0837, 21.2551
O, 7.8193, 3.769, 16.2418
O, 3.5508, 6.0603, 19.8245
O, 7.6936, 9.9829, 24.6686
O, 7.4658, 7.1185, 18.7062
O, 9.2812, 5.3729, 19.5683
O, 7.4408, 4.0305, 24.1058
O, 9.4518, 2.403, 17.5973
O, 1.215, 2.5874, 17.092
O, 11.949, -1.801, 16.5809
O, 8.9915, -0.2376, 21.6965
O, 7.2075, 1.245, 11.9682
O, 3.7352, 7.2378, 13.2309
O, 5.641, 10.6925, 16.6584
O, 10.9054, 0.2908, 17.5196
O, 2.0813, 4.7543, 24.5509
O, 14.1972, 2.8174, 15.3534
O, 10.0338, -0.7797, 15.1779
O, 4.8999, 3.7853, 17.2042
O, 1.3588, 6.9866, 12.0524
O, 7.9287, -1.2645, 19.4531
O, 2.1028, -3.7008, 15.2185
O, 8.1632, 3.0111, 13.7403
O, 4.6097, 12.6532, 22.0976
O, 6.9108, 6.6417, 23.6416
O, -0.6669, -14.8144, 9.9493
O, 24.342, 3.2201, 26.75
O, -9.6721, -22.7978, 27.6138
O, -10.2874, -1.7399, 9.7871

Results
free energy: -158354.253 eV
free energy less fixed offsets of O -568.88, Si -635.61 eV per atom: -3.883 eV

Forces (eV/angstrom), in the order of the atoms: element, x, y, z
Si, 0.0295, 0.0102, -0.0027
Si, 0.0123, 0.0039, 0
Si, -0.0085, 0.0339, 0.0074
Si, -0.0078, 0.0109, -0.0228
Si, 0.0313, 0.0288, -0.0071
Si, -0.0351, 0.0037, -0.0088
Si, 0.0138, 0.0149, -0.0125
Si, -0.0256, 0.0308, -0.0005
Si, -0.0163, 0.0084, 0.0461
Si, 0.046, 0.0271, -0.0905
Si, -0.0431, 0.0084, 0.0792
Si, -0.0183, -0.1385, -0.0841
Si, -0.0666, -0.0025, -0.1091
Si, 0.0018, 0.0482, -0.0359
Si, -0.1427, 0.0015, -0.1189
Si, -0.0427, 0.0292, 0.0603
Si, 0.0061, 0.1059, 0.0206
Si, 0.107, -0.1546, 0.0317
Si, 0.125, 0.0424, 0.0958
Si, 0.0546, -0.0624, -0.1102
Si, -0.0294, 0.012, -0.0501
Si, 0.0113, 0.0249, -0.0278
Si, -0.0891, 0.0935, -0.0197
Si, 0.1023, -0.0569, 0.0495
Si, -0.0249, 0.0087, 0.0154
Si, 0.0244, -0.0487, -0.0085
Si, 0.0182, -0.0454, 0.0146
Si, 0.0463, -0.0417, -0.0062
Si, -0.0374, 0.0277, -0.0094
Si, -0.011, -0.0069, 0.01
Si, -0.0356, 0.0022, -0.0085
Si, 0.0196, -0.0397, 0.0107
Si, -0.0084, -0.0036, -0.0032
Si, -0.0054, -0.0313, 0.0233
Si, -0.0104, 0.0204, -0.0251
Si, 0.0053, -0.0123, -0.0328
Si, -0.0214, 0.0158, -0.0156
Si, -0.0077, -0.015, 0.0111
Si, 0.0304, -0.029, 0.0241
Si, -0.0182, -0.0135, -0.0137
Si, 0.0276, 0.0379, 0.0055
Si, -0.037, -0.0184, -0.0185
Si, 0.0207, -0.0094, -0.0006
Si, -0.002, 0.0075, 0.0116
Si, 0.0408, 0.008, -0.018
Si, -0.0021, 0.0171, 0.0048
Si, 0.005, 0.0121, -0.0187
Si, -0.0126, 0.0047, 0.0026
Si, 0.0192, 0.0004, 0.0471
Si, 0.0113, 0.0014, 0.0262
Si, -0.0019, 0.0062, 0.0236
Si, -0.0048, 0.0195, 0.028
Si, -0.0267, 0.0137, 0.0163
Si, 0.0145, 0.0134, -0.0029
Si, -0.0162, -0.0162, 0.0609
Si, 0.0028, -0.0075, -0.0077
Si, -0.0113, -0.0222, -0.0113
Si, 0.0024, 0.0016, -0.011
Si, -0.0078, 0.0058, -0.0025
Si, -0.0168, -0.0132, -0.0001
Si, 0.0059, -0.0105, 0.0034
Si, 0.005, 0.0091, -0.019
Si, 0.0026, 0.0055, -0.013
Si, -0.0021, -0.0068, -0.0015
Si, 0.0022, -0.0072, 0.0059
Si, -0.0086, 0.0089, -0.0074
Si, 0.008, 0.0063, 0.0028
Si, -0.0026, -0.0004, 0.0002
Si, 0.0063, -0.0027, -0.0034
Si, 0.0012, 0.0062, 0.0017
Si, -0.0112, 0.0017, 0.004
Si, 0.0021, -0.001, 0.004
Si, 0.0006, -0.0024, -0.0012
Si, 0.0041, -0.0029, 0.0044
Si, -0.0088, -0.001, 0.0009
Si, 0.003, 0.0011, 0.0038
Si, 0.0006, 0.0034, 0.0023
Si, -0.0043, 0.0018, 0.0016
Si, 0.0036, -0.0009, 0.0014
Si, 0.0016, 0.0015, 0.001
Si, -0.0008, 0.0006, 0.0002
Si, -0.0031, -0.0007, 0.0003
Si, -0.0006, 0.0013, 0.0027
Si, 0.0032, -0.0021, -0.0013
Si, -0.0004, 0.0076, 0.0003
Si, 0.0012, -0.0048, 0.003
Si, 0.0028, 0.0009, -0.0003
Si, -0.0023, 0.0031, 0.0014
Si, -0.0035, 0.005, 0.0015
Si, 0.003, -0.0054, -0.0028
Si, 0.0029, -0.0037, 0.0005
Si, 0.0014, 0.0054, 0.0027
Si, -0.0033, -0.0088, -0.0031
Si, 0.0016, 0.0037, -0.0019
Si, -0.0013, -0.0051, -0.0063
Si, 0.0028, 0.0047, 0.0002
Si, 0.0096, 0.028, 0.0182
Si, -0.0035, -0.0221, 0.0062
Si, -0.0228, -0.0064, 0.0092
Si, -0.0069, -0.004, -0.0035
Si, -0.0074, -0.0099, 0.0046
Si, 0.0054, -0.0026, 0.0119
Si, 0.0103, -0.0001, 0.01
Si, -0.017, -0.0028, 0.0246
Si, -0.0073, -0.017, -0.0416
Si, 0.001, 0.0087, 0.0061
Si, 0.0083, 0.0284, -0.0083
Si, -0.0134, 0.0136, 0.0019
Si, -0.0184, 0.0312, 0.0105
Si, -0.0101, 0.0205, 0.0013
Si, -0.0121, 0.0174, -0.018
Si, 0.0004, -0.0243, -0.0135
Si, -0.0035, -0.0269, 0.0366
Si, 0.019, 0.037, 0.0134
Si, 0.0064, 0.005, -0.0262
Si, -0.0413, -0.0396, 0.0763
Si, -0.0299, -0.0693, 0.0327
Si, -0.0084, -0.0368, -0.1256
Si, 0.0506, 0.0291, 0.102
Si, 0.0391, -0.0023, -0.0029
Si, 0.018, -0.0101, -0.0471
Si, 0.0215, 0.0044, 0.0126
Si, 0.0356, 0.0663, -0.0743
Si, -0.0362, -0.0052, 0.0272
Si, 0.0192, -0.0039, 0.0095
Si, 0.0719, -0.0194, -0.0342
Si, -0.0103, -0.0255, -0.0965
Si, -0.008, -0.0347, -0.0178
O, -0.0251, 0.0176, 0.0012
O, -0.0042, 0.0013, 0.0027
O, 0.0017, 0.0067, 0.0051
O, -0.0205, 0.0402, 0.0032
O, -0.002, -0.0061, -0.0173
O, 0.0017, 0.001, 0.0066
O, 0.0048, 0.0131, 0.0174
O, -0.0263, -0.007, 0.0268
O, 0.0103, -0.0006, 0.0406
O, 0.0061, -0.0006, -0.004
O, -0.0114, -0.0054, 0.0012
O, -0.0228, -0.0142, -0.0043
O, -0.0158, 0.009, 0.04
O, -0.0023, 0.0103, 0.006
O, -0.0087, -0.0002, 0.0093
O, 0.0088, -0.0242, 0.0215
O, 0.0019, 0.0023, 0.0055
O, 0.0052, 0.0175, -0.0009
O, 0.0069, 0.0018, 0.0216
O, 0.0165, -0.0169, 0.0066
O, 0.0022, 0.0027, -0.0023
O, -0.0142, -0.0001, 0.0104
O, 0.0038, 0.008, 0.0088
O, 0.0084, 0.0031, -0.0079
Si, -0.0004, 0.001, 0.0029
Si, 0.0004, 0, 0.0035
Si, -0.003, -0.0007, 0.0033
Si, -0.0005, 0.0028, -0.0007
Si, -0.0075, 0.0051, 0.0067
Si, 0.0004, 0.0014, 0.0057
Si, -0.0001, 0, -0.002
Si, 0.0007, 0.0009, 0.0037
Si, -0.0005, -0.0002, 0.0022
Si, 0.0005, -0.0074, 0.0061
Si, 0.0011, -0.001, 0.0028
Si, -0.0028, -0.0057, 0.0104
Si, 0.0023, 0.0005, -0.004
Si, -0.0201, 0.0151, 0.0041
Si, 0.0007, 0.0035, -0.009
Si, -0.0007, 0.0021, -0.0058
Si, -0.0003, 0.001, -0.0001
Si, -0.0028, -0.0035, 0.0035
Si, 0.0057, -0.0103, 0.0035
Si, 0, 0, -0.0002
Si, 0.0044, 0.0017, -0.0009
Si, 0.0006, -0.0005, 0.0004
Si, 0.0015, -0.0002, -0.0051
Si, 0.0007, 0.0004, 0.0035
Si, -0.0006, 0.001, 0.0002
Si, 0.0035, -0.0023, -0.0028
Si, 0.0174, 0.0046, -0.0071
Si, -0.0013, -0.0008, -0.0036
Si, 0.0004, -0.001, 0.0014
Si, 0.0003, 0, -0.0002
Si, -0.0052, -0.0003, 0.0029
Si, -0.0089, -0.0038, -0.0059
Si, -0.0005, 0.0002, 0.001
Si, -0.0002, 0.0018, 0.0028
Si, -0.0021, -0.0022, -0.004
Si, -0.0058, 0.0033, -0.0009
Si, 0.0007, -0.0007, -0.0058
O, 0.0043, -0.0031, 0.0057
O, 0.0012, 0.0019, 0.0027
O, 0.0032, -0.0043, 0.0022
O, 0.0001, -0.0001, 0.0023
O, 0.0014, -0.0006, -0.0022
O, -0.0065, -0.0058, 0.0024
O, -0.0016, 0.0003, 0.0009
O, 0.0115, 0.0033, -0.0001
O, 0.0012, -0.0016, 0.0057
O, 0.0002, 0.0009, 0.0011
O, 0.0006, 0.0013, 0.0017
O, 0, -0.0005, 0.0045
O, 0.0002, 0.0014, -0.0026
O, -0.0028, 0.0064, 0.0047
O, -0.0037, 0.0025, 0.0054
O, 0, -0.0002, 0.0067
O, 0.0016, 0.0019, 0.002
O, 0.0014, -0.0005, 0.0032
O, 0.003, -0.0023, 0.0013
O, -0.0004, 0.0006, 0.0048
O, -0.0003, 0.001, 0.0021
O, 0.0001, 0.0011, 0.001
O, 0, 0.0002, 0.0024
O, 0.0007, 0.001, 0.0034
O, 0.0002, 0.0005, 0.0035
O, 0.0019, 0.0008, 0.0029
O, 0.0002, 0.0002, 0.0007
O, -0.0029, 0.0008, -0.0023
O, 0.0001, -0.0001, 0.003
O, 0.0003, -0.0002, 0.0047
O, -0.0008, -0.0006, 0.0031
O, -0.0003, 0, 0.0036
O, 0.0007, -0.0013, 0.0004
O, -0.0014, 0.0008, 0.0021
O, 0.0005, -0.0012, 0.0019
O, -0.0004, 0.0002, 0.0058
O, 0.0003, 0.0005, 0.0005
O, 0.0006, 0.0006, 0.0026
O, -0.0005, 0.0018, 0.0017
O, 0.0001, -0.0002, 0.002
O, 0.0015, 0.0009, -0.0006
O, 0.0008, -0.0003, 0.0032
O, -0.0005, -0.0002, -0.0018
O, 0.0003, 0.0003, 0.0007
O, 0.0012, 0.0005, 0.0056
O, -0.0007, 0.0014, 0.0019
O, 0.0004, -0.0007, 0.0021
O, 0.0004, 0.0002, 0.0059
O, -0.0032, -0.0006, 0.0003
O, -0.0011, -0.0005, 0.0011
O, -0.0008, 0.0083, 0.0002
O, -0.0001, -0.0001, 0.0038
O, 0.0043, -0.0001, -0.0052
O, -0.0003, 0.0018, -0.0066
O, -0.0008, 0.0005, 0
O, 0.0022, -0.0047, -0.0082
O, -0.0001, 0.0009, 0.003
O, 0.001, 0.0016, 0.0018
O, 0.0086, 0.0013, 0.0071
O, -0.0017, 0.0025, -0.0019
O, 0.0055, -0.0052, 0.0036
O, 0.0004, 0.0009, 0.0015
O, -0.003, 0.0057, 0.0042
O, -0.0061, 0.0022, -0.0009
O, 0.0004, 0.0004, 0.0037
O, -0.0001, 0.0009, 0.0068
O, 0.034, 0.0659, -0.0273
O, 0.0004, -0.0102, 0.0104
O, -0.0005, -0.017, -0.0017
O, -0.0175, -0.0334, -0.014

The program warned: the cutoff lies below the one the program advises for these potential files; the forces do not sum to zero within the program's tolerance; the exchange-correlation potential is rough where the density is thin.
